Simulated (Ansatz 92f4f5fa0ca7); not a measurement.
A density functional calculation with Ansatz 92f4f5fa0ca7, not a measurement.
Periodic cell of 158 atoms, Si96O58N4, from a study of silicon, its oxide and their interface. The atomic structure is a simulated model.

Settings: functional r2SCAN; potential files Ansatz norm-conserving; basis plane waves; wave-function cutoff 1300 eV; density cutoff ratio 4; exchange-correlation grid ratio 1; k mesh 2 x 2 x 1, shifted by 0.5 0.5 0.5 of a step; self-consistency stop 5e-08 eV per atom in the density residual; occupations Fermi-Dirac, 0.05 eV; spin none; net charge 0.

Cell vectors (angstrom)
a 10.9176 -0.0709 0.0493
b -0.0709 10.9694 0.0243
c 0.1018 0.0502 22.5642

Atoms: element, x, y, z (angstrom)
Si -0.1717 0.4494 -0.773
Si 3.4843 2.1665 -0.2247
Si 0.0133 5.1188 -0.2369
Si 3.3303 7.4198 -0.1845
Si 5.7173 -0.3999 0.2862
Si 8.3076 2.2982 -0.218
Si 5.6244 5.4049 -0.177
Si 8.0786 8.881 0.4347
Si 1.3218 1.5251 0.6661
Si 4.3601 3.9555 1.1749
Si 1.1911 6.6674 1.0584
Si 4.0357 9.2762 1.3149
Si 7.017 1.2286 1.2428
Si 9.4238 3.6822 1.0839
Si 7.1029 6.776 1.2712
Si 9.8107 9.8246 1.1333
Si 0.1796 2.7657 2.6774
Si 2.6119 0.2149 2.269
Si 0.0738 8.3731 2.1435
Si 2.794 5.4981 2.5744
Si 5.4263 2.5335 2.5584
Si 8.5471 -0.2734 2.6759
Si 6.0811 8.4822 2.4205
Si 8.1087 5.6539 3.231
Si 1.7413 3.9347 4.0062
Si 3.7092 1.385 3.989
Si 1.3137 9.8696 3.8959
Si 4.4942 7.1544 3.8285
Si 6.4945 4.169 4.0371
Si 9.5867 1.4304 4.0809
Si 7.0453 9.4891 4.1658
Si 9.8395 6.7501 4.1812
Si -0.1819 -0.0448 5.3024
Si 2.3728 2.3799 5.6652
Si 0.1689 5.3354 5.2737
Si 3.0137 8.5206 5.0543
Si 5.4122 0.062 5.0808
Si 8.0462 2.6794 5.1358
Si 5.0619 5.6761 5.5032
Si 8.4491 7.9775 5.4335
Si 1.1428 1.0353 7.0965
Si 3.7898 3.8398 6.4796
Si 1.4917 7.0415 6.2605
Si 4.2254 9.541 6.7699
Si 6.7326 1.2585 6.7611
Si 9.6671 3.7469 6.4659
Si 6.8265 6.9302 6.9555
Si 9.7364 9.2991 6.8883
Si -0.1935 2.427 8.3051
Si 2.9469 -0.3581 8.1083
Si 0.3427 8.0803 8.0484
Si 2.6013 5.5034 7.9322
Si 5.4625 2.6522 8.0967
Si 8.2831 -0.3286 8.1477
Si 5.48 8.2537 8.0546
Si 8.5641 5.3963 7.8009
Si 0.5769 4.3363 9.2333
Si 4.1018 1.0573 9.6928
Si 1.5654 9.4053 9.7392
Si 4.2915 6.7208 9.1494
Si 7.1965 3.8809 8.8972
Si 9.3597 1.0479 9.8353
Si 6.8379 9.1604 9.5423
Si 9.9647 6.5756 9.235
Si 0.7681 -0.3553 11.5065
Si 2.6087 1.94 11.7209
Si 0.3085 4.1181 11.592
Si 3.2372 7.8919 11.1767
Si 5.301 -0.6454 11.0546
Si 7.6856 2.4865 10.7455
Si 6.1011 5.6723 10.2822
Si 8.2093 7.6454 11.2111
Si 5.0919 4.8629 16.377
Si 3.3452 3.3016 14.3564
Si 0.1165 8.0475 18.4755
Si 1.8663 6.1357 13.4999
Si 5.3812 3.3003 12.1621
Si 8.2874 3.4794 12.5606
Si 6.6466 9.4314 13.4337
Si 9.709 9.3045 13.5023
Si -3.31 4.6966 20.09
Si 7.2838 -1.1964 16.4193
Si 2.9182 19.0292 19.5899
Si 1.2193 1.153 14.2913
Si 8.7867 1.1624 17.4747
Si 9.9533 1.4745 14.4985
Si 1.5758 10.1617 16.7742
Si 5.7428 7.6285 15.3551
Si -1.6433 7.1046 20.4759
Si 2.6134 5.3691 18.1894
Si -9.046 14.1211 20.1366
Si -0.4101 5.4251 17.3872
Si -3.1918 3.9239 17.9927
Si 11.0473 0.9309 19.3056
Si 4.4523 9.4165 17.516
Si 11.1719 7.6069 15.5868
O 0.2904 -0.0827 20.3846
O -3.1671 2.3399 17.6636
O 2.9365 2.089 -1.806
O 1.3577 4.0136 21.4654
O -4.1821 9.5712 22.1416
O -0.4618 6.1022 21.2713
O -0.369 6.1738 15.949
O -1.3052 8.4046 19.1483
O 4.8439 0.8132 22.0821
O 3.2306 -0.7049 16.9682
O 6.2223 4.0934 17.2656
O 8.2845 3.6692 21.2485
O 2.5454 8.2591 -1.3716
O 4.262 6.1604 21.9458
O 5.8549 10.3227 17.2218
O 8.7017 15.3341 2.3709
O 2.7393 4.0363 19.3039
O 3.9125 5.6581 17.2222
O 1.2337 2.9659 12.2146
O 2.7938 -6.0974 14.0824
O -1.393 4.3587 11.8044
O 0.8776 5.3159 12.6144
O 2.106 2.3697 14.6465
O 2.8833 6.6358 12.2085
O 4.2863 -1.7236 11.8815
O 6.0232 -0.3635 12.5864
O 6.0397 2.1161 11.2156
O 10.3284 0.5818 11.096
O 5.1262 4.7013 11.2096
O 7.2564 6.2149 11.4104
O 5.6658 8.2245 13.8726
N 8.163 8.6539 12.7635
O 0.616 2.4909 19.4891
O -2.5573 6.0407 19.6722
O 4.2706 3.5343 15.5984
O 5.7969 6.0923 15.5196
O 1.3997 7.2704 14.5198
O 1.4349 5.1098 17.2488
O 7.1285 8.0966 16.2449
N 3.8476 13.7957 12.9379
O 9.766 1.4978 16.0645
O 6.7406 3.7118 13.1388
O 9.1483 2.6858 13.9704
N 12.7031 0.5268 12.6783
O 10.0263 8.4189 14.7317
O 1.4195 10.8117 15.353
O 10.9131 9.3081 12.4807
O -2.5585 7.868 21.6353
O 4.3259 8.7605 18.9708
O -12.3529 1.0862 18.7217
O 10.7402 6.4008 18.8266
N 0.6663 8.6124 16.8724
O -1.3935 12.3792 21.415
O 1.3635 8.4693 19.1949
O -1.703 4.5959 17.5281
O 3.0588 6.6134 19.1876
O -4.6027 5.0267 20.9777
O 0.9402 0.0371 18.0114
O 8.499 -0.5067 17.0673
O 7.1869 10.2834 14.767
O 4.5142 8.4366 16.3415
O 9.6006 10.9929 13.6878

Results
free energy: -39354.023 eV
free energy less fixed offsets of N -289.75, O -463.61, Si -117.95 eV per atom: 17.557 eV
pressure: -1.98 GPa
stress xx, yy, zz, yz, xz, xy (GPa, positive in tension): 2.13, 2.03, 1.79, 0.14, -1.39, -1.11

Forces (eV/angstrom), in the order of the atoms: element, x, y, z
Si -0.5577 -0.6588 4.505
Si 0.8797 -2.5731 -0.8335
Si 3.326 -4.1197 1.1927
Si -2.7109 1.2681 1.8233
Si -2.2374 1.4693 -0.5582
Si 2.4103 0.4034 -3.2838
Si -1.4657 0.9369 2.1487
Si -4.1774 -4.3132 -4.0967
Si 1.5278 0.2428 1.9121
Si -0.6678 0.2167 -0.5869
Si 2.6253 -0.7586 0.3116
Si 0.6321 0.1075 0.6058
Si -0.7724 -1.5683 2.0814
Si 4.0438 -0.0582 1.2322
Si 0.3316 0.3113 1.1089
Si 2.1043 2.2783 -1.1475
Si -0.0627 -0.5778 -2.0277
Si -0.6475 -1.8218 0.0288
Si 1.0237 -1.4935 3.2181
Si 1.0517 0.2234 -0.3527
Si 0.6627 0.5886 1.2944
Si -0.656 3.0005 0.9465
Si -3.0975 -1.9932 0.5924
Si -0.9788 -1.1008 -2.5072
Si -1.3701 0.7711 -0.0929
Si 1.7414 -0.4246 -0.9042
Si 0.3974 -0.7686 -1.1717
Si -1.2416 -0.4062 -0.9207
Si -0.2698 0.2133 1.0554
Si 0.5298 -1.1867 -1.4871
Si 0.4438 0.7063 0.1431
Si 0.0286 1.0128 -2.1257
Si 0.991 -0.0292 1.2501
Si 0.0603 -0.0414 -1.4511
Si 1.2387 -0.8128 -0.0395
Si -1.4418 -0.68 0.1099
Si 0.4359 -0.8019 1.4766
Si -1.119 0.4995 1.654
Si 1.7061 -1.5287 0.0803
Si -1.6435 1.0271 1.4259
Si 0.847 -1.1486 -1.0401
Si 1.8089 1.9819 2.7583
Si 0.9439 -0.8566 1.442
Si 0.3615 0.7975 -2.8344
Si 1.0055 -0.5786 -0.9782
Si -0.0155 0.5108 0.8012
Si 1.3684 -2.519 -2.7693
Si -0.9735 0.742 -0.1532
Si -1.2882 0.766 -0.6456
Si -1.9374 1.9043 2.026
Si 0.2533 1.1958 0.1575
Si -0.3414 -1.0267 -0.2272
Si -1.8334 -0.1654 -0.4692
Si -0.4771 0.1168 0.363
Si -0.375 -0.0212 0.288
Si -1.0405 0.073 -0.1112
Si 0.9685 2.749 0.8144
Si 0.1775 0.4347 0.0636
Si 1.141 -1.3333 -0.2849
Si -0.8334 0.0945 1.986
Si -0.1438 1.4617 1.71
Si -0.2924 0.0684 -0.0108
Si 0.9669 1.2124 1.8844
Si -0.5264 -1.6995 1.3656
Si -1.7776 0.9873 1.7512
Si -0.7514 0.6073 3.0934
Si -0.0995 2.9761 1.068
Si 0.8224 0.9892 -0.3769
Si 0.0818 -0.5767 1.5294
Si -1.1311 -1.514 -2.0999
Si 0.2087 -2.3071 0.6487
Si -1.3395 0.0627 0.0267
Si -1.8159 -1.0621 -0.2662
Si -2.5996 4.3306 0.087
Si -2.1594 0.8852 -2.3811
Si 3.5079 -2.5574 -1.6534
Si 0.9566 1.9684 -0.354
Si 1.5479 -1.6876 3.4494
Si 2.9435 0.9972 1.084
Si -3.1899 3.2095 -1.6193
Si -0.3427 -0.7263 1.0709
Si -2.8839 -1.0029 -3.4016
Si -3.9609 3.9948 2.624
Si -0.141 -3.028 -1.3163
Si 2.4701 -4.4378 -5.9482
Si 0.6973 -3.1313 -1.1555
Si -1.8569 0.7484 2.6993
Si -0.3552 3.4711 3.8539
Si 0.7675 1.9722 -0.5004
Si 4.6205 -1.2646 3.2237
Si -2.2166 2.5772 3.994
Si 5.2051 3.2911 0.3188
Si -2.1834 -0.3583 -2.0354
Si -0.1668 -3.3832 -6.1317
Si 1.4446 3.6152 -1.5129
Si -2.0372 -0.3547 -0.2931
O 1.35 -1.2946 0.5639
O -1.4469 1.5634 0.0565
O 1.2707 -1.4878 1.0687
O -1.8885 0.9832 0.7809
O 1.6499 0.8227 0.5187
O -3.4322 4.2373 -3.856
O -0.8934 1.3143 0.7536
O -0.8844 -0.5004 3.0634
O -1.3113 1.7812 0.2577
O 0.4226 -0.291 1.8773
O 1.5156 1.3895 0.1688
O 0.6162 -2.1761 0.3299
O 2.6141 -0.6512 -1.1148
O 0.9432 0.9979 -0.2913
O -0.6025 -0.9664 0.9676
O -1.2154 1.2236 0.8575
O 1.6906 4.6152 -5.1031
O 1.046 -2.0305 -0.6533
O 1.1561 -1.3531 -1.9347
O 0.4462 0.3862 1.1615
O 1.5613 -0.1727 0.626
O -3.5739 -0.0775 -1.7299
O 1.2006 0.7964 1.9584
O -0.2174 2.6565 0.5887
O -2.0398 -2.5621 -2.932
O 0.2301 0.629 -2.2942
O 0.5863 0.2474 -0.1891
O 1.222 -1.0702 -0.6523
O 0.0624 -1.8298 1.3984
O 0.0333 1.8452 -1.0501
O -0.1392 -0.7244 0.4525
N 0.5639 0.1399 -1.0283
O 0.0462 -0.6581 -0.5571
O -0.1482 0.6215 0.7699
O 3.0768 1.9477 2.1094
O -1.0841 -3.5838 -0.0117
O 1.2591 -0.0306 -0.989
O -5.4261 -0.6097 -0.6026
O -0.8109 1.548 -0.507
N 1.3862 -2.0247 -4.219
O -2.0372 -0.2748 4.7154
O -0.2284 0.3766 -0.1827
O -2.9189 3.2792 -3.717
N 0.1809 -0.4556 -1.5702
O 0.784 -1.4546 2.0057
O -0.8631 1.2446 -2.2198
O 1.8407 -0.1074 -2.0739
O 2.4258 -0.4684 -1.8796
O -0.9156 0.7005 0.8091
O 2.97 0.4914 2.644
O 0.4593 -3.7805 -3.6266
N -0.1467 -0.3885 -0.0376
O -2.9241 2.1616 1.9009
O 5.9894 1.4603 2.7637
O -2.0712 -2.1874 0.1055
O -1.1069 -5.0289 -1.132
O -0.5989 0.2112 -1.8596
O -0.6044 1.9099 0.5814
O 1.2415 2.8679 1.4232
O -0.66 -1.6013 1.6268
O 1.9793 -5.3055 -4.4642
O -0.7267 -0.8971 1.347

The program warned: the forces do not sum to zero within the program's tolerance.
